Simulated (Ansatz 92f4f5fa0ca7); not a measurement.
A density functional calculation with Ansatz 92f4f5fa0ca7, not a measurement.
Periodic cell of 252 atoms, Si144O100N8, from a study of silicon, its oxide and their interface. The atomic structure is a simulated model.

Settings: functional r2SCAN; potential files Ansatz norm-conserving; basis plane waves; wave-function cutoff 1300 eV; density cutoff ratio 4; exchange-correlation grid ratio 1; k mesh 2 x 2 x 1, shifted by 0.5 0.5 0.5 of a step; self-consistency stop 5e-08 eV per atom in the density residual; occupations Fermi-Dirac, 0.05 eV; spin none; net charge 0.

Cell vectors (angstrom)
a  10.888  0  0
b  0  10.888  0
c  0  0  35.7261

Atoms and the computed forces on them: element, x, y, z (angstrom), force x, y, z (eV/angstrom)
Si  0.241  -0.3757  0.0056  0.0327  -0.0041  0.1235
Si  2.1259  3.2466  0.1722  0.0147  0.0136  0.0827
Si  0.3544  4.9656  0.3134  0.0405  0.0224  0.1059
Si  2.5001  8.3046  -0.1412  -0.0198  0.0339  0.1386
Si  5.6431  -0.2524  0.1187  -0.043  0.0097  0.0923
Si  8.05  2.8612  0.1203  -0.0242  0.0308  0.0797
Si  5.5068  4.7326  -0.282  0  -0.0133  0.0597
Si  7.9029  8.3371  0.0124  0.0244  0.0201  0.057
Si  1.2936  1.3277  1.263  0.045  -0.0144  0.0168
Si  4.02  3.9584  1.3541  -0.0418  -0.0284  0.0275
Si  1.4382  6.7572  1.3421  -0.0424  0.0027  0.0031
Si  4.008  9.465  1.2978  -0.0258  0.0536  -0.0064
Si  6.8234  1.3191  1.3961  0.0062  -0.0087  0.0016
Si  9.5339  3.9891  1.5281  0.0018  -0.0009  0.0088
Si  6.8141  6.8461  1.3957  0.0211  0.0121  0.0441
Si  9.5804  9.3968  1.3211  0.007  -0.0406  -0.0192
Si  -0.0058  2.5874  2.7986  0.0174  0.0027  -0.0139
Si  2.6932  -0.0009  2.6525  -0.0215  -0.029  0.0119
Si  0.005  8.0545  2.7162  -0.0035  0.0064  -0.0023
Si  2.8316  5.4706  2.7271  0.0183  0.0098  -0.0162
Si  5.4034  2.6375  2.7345  0.0234  0.0114  0.0131
Si  8.2264  -0.0659  2.6944  0.0075  -0.0053  0.0021
Si  5.4058  8.1724  2.7373  0.0297  -0.0154  -0.0063
Si  8.1263  5.4104  2.7425  -0.0308  -0.0297  -0.0028
Si  1.4023  4.061  4.0319  0.0141  0.009  0.0234
Si  4.0536  1.3022  4.0907  0.0111  -0.0008  -0.0003
Si  1.3371  9.5096  4.033  0.0114  0.0167  0.0053
Si  4.1071  6.8171  4.1388  -0.0291  0.0176  0.0123
Si  6.7617  4.0417  4.0809  -0.017  -0.0111  0.008
Si  9.519  1.2742  4.1433  -0.0154  -0.0341  0.004
Si  6.8132  9.5158  4.0631  -0.0026  -0.0039  0.018
Si  9.5054  6.7554  4.1024  0.0017  0.0089  -0.0188
Si  0.0115  -0.0541  5.4755  0.0323  -0.0143  0.0088
Si  2.7356  2.726  5.4399  -0.0265  -0.0022  0.0092
Si  0.0145  5.3962  5.4231  0.0111  -0.0208  0.0022
Si  2.7025  8.1852  5.4367  -0.0111  0.0226  0.0015
Si  5.4521  -0.0193  5.4368  -0.008  -0.0043  0.0095
Si  8.1517  2.6894  5.4373  -0.028  0.0015  -0.0077
Si  5.4538  5.4333  5.4637  -0.0004  -0.0043  -0.0074
Si  8.1523  8.1423  5.4431  0.0195  0.0048  0.0152
Si  1.3624  1.3749  6.7941  0.0089  0.013  0.001
Si  4.0906  4.0943  6.8225  0.0135  0.0327  -0.0005
Si  1.3422  6.8084  6.7826  -0.0005  0.0218  -0.004
Si  4.0792  9.5331  6.8016  0.0018  0.0051  -0.0142
Si  6.7935  1.3521  6.8089  0.0243  -0.0226  -0.0127
Si  9.531  4.0507  6.7919  0.018  -0.0236  -0.0095
Si  6.8004  6.7886  6.8275  -0.0236  0.0002  -0.0043
Si  9.5151  9.4889  6.8154  -0.0263  -0.0022  -0.0046
Si  -0.0024  2.7127  8.1834  -0.0036  0.0088  -0.0024
Si  2.7493  0.0544  8.1488  0.0155  -0.0199  -0.0056
Si  -0.0239  8.1368  8.1787  0.0118  0.0005  0.0005
Si  2.7342  5.5018  8.1564  -0.0151  -0.0149  0.0128
Si  5.4781  2.7483  8.1702  -0.0055  -0.022  -0.0038
Si  8.1592  -0.019  8.1606  -0.0194  0.0046  0.0092
Si  5.4327  8.1791  8.1711  -0.0053  0.015  -0.0052
Si  8.1737  5.4131  8.1565  -0.0035  0.0174  0.0066
Si  1.3613  4.1505  9.4888  -0.0003  -0.0031  0.0079
Si  4.1227  1.4174  9.5229  -0.0001  0.003  -0.0049
Si  1.3484  9.5798  9.4471  0.0241  -0.011  -0.0214
Si  4.072  6.8702  9.5674  0.0041  0.0209  0.0045
Si  6.8622  4.0561  9.5707  -0.0064  0.0237  0.0235
Si  9.5119  1.3273  9.5319  0.0116  -0.0196  -0.0055
Si  6.791  9.5323  9.5417  -0.0034  -0.0331  0.0026
Si  9.473  6.7812  9.539  0.0049  -0.0013  0.048
Si  -0.0119  -0.0385  10.875  0.0053  -0.0333  -0.0088
Si  2.7592  2.828  10.8234  0.0082  -0.0069  0.0158
Si  -0.0312  5.4509  10.8846  0.0137  0.0391  0.0271
Si  2.6855  8.3265  10.8724  -0.0301  0.0169  -0.0163
Si  5.4879  0.0652  10.8951  -0.0155  0.0357  -0.0141
Si  8.2076  2.6504  10.969  0.0501  -0.0505  0.0149
Si  5.4954  5.4833  10.8573  -0.0577  0.0335  0.0499
Si  8.1024  8.1359  10.9229  -0.0101  0.0124  0.0288
Si  2.7084  0.3707  13.5928  -0.0727  0.0155  0.0468
Si  4.1179  4.198  12.2139  0.0469  -0.0077  -0.0501
Si  1.1992  7.025  12.143  -0.0076  0.0352  -0.0379
Si  4.0223  9.7583  12.2459  0.0207  -0.0159  -0.0709
Si  6.8692  1.2798  12.3949  0.0066  -0.0419  0.0526
Si  9.6488  3.9674  12.2979  -0.0227  0.0417  -0.0331
Si  6.7607  6.7962  12.3596  0.0464  0.0278  -0.053
Si  9.521  9.4438  12.2563  0.0721  0.009  0.0458
Si  0.2996  2.7067  13.6716  0.0382  -0.1072  0.0986
Si  1.3715  1.4353  12.0751  0.0014  -0.0268  -0.0461
Si  -0.1108  8.1689  13.8133  -0.0957  0.0514  -0.0626
Si  2.6694  5.7465  13.3146  -0.0334  -0.0437  -0.0497
Si  5.5106  2.804  13.575  -0.0605  0.0377  -0.0379
Si  8.2422  -0.2266  13.7629  -0.0128  0.0393  -0.0167
Si  5.2458  8.2931  13.5622  0.066  -0.0173  0.1124
Si  8.2799  5.3122  13.5913  0.0967  0.0273  -0.0171
Si  1.6122  4.3446  14.7396  0.1115  0.0502  0.0325
Si  3.8236  2.1075  14.9841  -0.1588  0.0372  -0.1161
Si  1.3189  9.828  14.8515  -0.0084  -0.0995  -0.0687
Si  3.4178  7.4107  14.7631  0.0171  0.0453  -0.1206
Si  6.8837  4.0395  14.9918  0.0679  0.0572  -0.1128
Si  10.4751  1.3543  15.5212  -0.0093  -0.0478  -0.1456
Si  6.9324  9.0053  14.9566  0.0191  0.036  -0.0885
Si  9.8429  6.1955  15.1285  -0.0657  0.1885  -0.1075
Si  5.7934  1.3555  21.7357  -0.0287  -0.0168  -0.2098
Si  1.0897  14.286  25.8126  0.0131  0.0109  0.0288
Si  9.4799  -3.9241  31.0658  0.0164  0.0142  0.2452
Si  19.2834  -8.4812  17.3363  0.0199  0.0282  -0.1859
Si  10.8664  4.0311  17.145  -0.0413  0.0861  -0.1018
Si  -4.8132  3.4585  24.1249  0.0171  -0.0073  -0.1092
Si  12.6914  -0.7219  28.1235  0.0141  -0.0061  0.1655
Si  -4.7753  -20.1443  26.607  -0.035  0.0276  0.0681
Si  12.0646  -10.928  17.832  -0.0172  -0.0206  -0.1659
Si  1.8664  3.0904  30.1765  0.0012  -0.0594  0.2323
Si  6.9451  -4.0962  16.1683  0.1336  -0.1265  -0.1919
Si  20.2364  6.2985  18.0495  -0.0559  -0.0141  -0.2317
Si  27.3165  -14.4433  21.5901  -0.0734  0.0468  -0.2234
Si  24.5261  7.0677  32.7134  0.0228  0.0079  0.205
Si  17.9185  -13.8898  18.916  0.0358  0.0085  -0.2121
Si  35.8028  -7.008  23.8033  0.041  -0.0461  -0.1904
Si  -2.6948  2.7646  20.3224  0.0536  -0.0339  -0.2224
Si  -23.7691  -5.3922  28.3315  -0.0024  0.0105  0.1665
Si  17.8567  -11.2045  17.6852  -0.0244  0.0433  -0.1131
Si  12.014  7.6842  26.8289  0.0206  -0.0033  0.0445
Si  11.2937  19.1341  19.2484  0.0358  -0.0247  -0.2391
Si  16.872  2.3714  30.9535  -0.0262  0.0052  0.2321
Si  -4.5764  -0.0783  33.0457  0.0133  -0.0158  0.1762
Si  -6.4801  -3.1009  17.4314  -0.0323  -0.0759  -0.1325
Si  4.1771  -10.864  17.3897  0.0598  -0.0069  -0.1769
Si  7.8713  -11.4478  25.7256  -0.0169  0.0145  -0.0575
Si  11.9549  16.7201  24.3417  0.0132  0.0312  -0.0846
Si  18.9571  -8.3017  28.8162  -0.036  0.0016  0.1897
Si  -12.6114  -9.9004  33.6601  0.0319  -0.0194  0.1897
Si  4.2894  -16.7538  16.2824  -0.1368  0.1185  -0.1084
Si  13.8364  17.9189  20.1259  -0.0028  0.0203  -0.2422
Si  10.9932  5.3052  33.1066  -0.0587  0.0298  0.1848
Si  7.4911  5.1977  22.2615  -0.0183  -0.0194  -0.1893
Si  -18.7867  13.1749  21.0596  -0.0484  -0.0134  -0.2529
Si  13.6581  15.1569  18.7449  0.0498  0.0283  -0.2291
Si  0.0682  -9.6957  20.4908  0.0355  -0.008  -0.2273
Si  7.1781  -3.0278  32.7444  -0.0051  0.0342  0.1898
Si  14.8068  -9.3305  28.5955  0.0349  0.0447  0.1615
Si  9.6686  18.0299  23.2787  -0.0135  0.0416  -0.1453
Si  16.1416  -5.6138  32.4256  -0.013  0.0189  0.2343
Si  12.745  13.7869  32.9558  0.0539  0.0044  0.2579
Si  10.2258  1.1361  27.1693  0.0109  0.0002  0.1239
Si  11.9871  -1.9941  30.888  -0.0165  -0.014  0.2398
Si  -12.1194  20.3918  21.4678  0.0823  0.0187  -0.2326
Si  -9.8279  15.9855  28.1908  -0.0002  -0.0449  0.1787
Si  -1.9088  -3.2508  26.3519  0.0096  -0.044  0.0096
Si  6.978  -1.224  22.7682  -0.039  -0.0284  -0.1817
Si  22.157  0.951  31.7083  -0.06  0.004  0.1879
O  1.4536  -4.7491  32.8841  -0.0052  0.0108  -0.0768
O  12.386  -9.2414  21.1027  0.0342  0.0031  0.0762
O  2.7919  2.6339  28.9616  0.0401  -0.0155  -0.0772
O  7.4961  35.099  30.3332  0.0644  0.0091  -0.1213
O  -7.7429  21.9129  28.4303  -0.019  -0.0126  -0.0511
O  -5.5939  0.1749  34.2995  0.0185  -0.013  -0.1173
O  -0.3542  27.2607  34.6414  -0.0231  0.0267  -0.2058
O  9.8155  16.671  32.1293  -0.0312  0.0404  -0.1012
O  3.1213  7.661  34.2021  0.0107  -0.0571  -0.1611
O  19.4296  6.4166  22.3816  0.0332  0.0212  0.0766
O  16.493  -6.9842  31.5367  0.0088  -0.075  -0.1099
O  9.7315  2.2586  20.5282  -0.024  0.0189  0.0614
O  10.2831  11.0258  34.4499  -0.0401  0.0595  -0.1415
O  12.3382  1.338  32.8751  0.0049  -0.0094  -0.1001
O  22.2677  0.1781  27.7916  -0.0367  0.0237  -0.0577
O  4.9681  4.7544  33.9308  -0.0252  0.026  -0.1614
O  21.2601  -5.8417  27.8949  0.0027  0.0099  -0.0458
O  -4.7782  -2.6126  22.7922  0.0606  0.0332  0.0991
N  -2.2013  6.4962  16.4685  0.0651  -0.0431  0.1166
O  4.9836  1.7842  29.805  -0.0674  -0.0285  -0.1344
O  10.9833  13.0962  26.2183  0.0051  0.0072  -0.0322
O  11.1879  -10.1047  18.9255  -0.0204  0.0165  0.1395
O  16.4187  0.1922  18.2867  0.0144  0.0046  0.0615
O  -14.181  -12.4022  18.5733  0.0588  -0.0243  0.1131
O  -2.817  0.8388  17.5701  0.0131  -0.0038  0.0566
O  13.2422  8.584  15.206  -0.0498  0.1629  0.0707
O  -4.8083  27.5965  21.7605  0.0457  -0.0459  0.0777
N  -0.8247  13.3974  16.7953  -0.0573  -0.0119  0.0306
N  3.7441  6.6769  16.2777  0.0608  -0.0371  0.2134
O  17.3414  -21.6311  26.0705  0.0064  -0.0137  -0.011
O  12.8534  -12.7102  26.9348  -0.0082  -0.0301  -0.0462
N  0.232  5.0456  15.7235  -0.0529  -0.064  0.0692
N  -4.7956  7.3832  17.5714  -0.07  0.1279  0.1127
N  14.1017  -7.1178  15.4541  0.0129  -0.037  -0.0187
O  29.7213  -3.0929  34.1915  -0.0251  -0.0364  -0.1324
O  35.1352  5.3426  23.7495  -0.0167  0.0054  0.0431
O  -6.9638  -3.651  21.4068  0.0634  -0.0012  0.137
N  22.4685  0.0961  16.1427  -0.0076  -0.0011  0.1614
O  1.3532  7.0366  25.3734  0.0033  0.0014  0.0113
O  1.4312  -6.9663  17.876  0.0034  -0.0459  0.0752
O  15.0579  9.334  16.9549  -0.0307  0.0282  -0.0162
O  6.2433  9.2197  32.596  0.0099  -0.0143  -0.0601
O  4.0824  4.5579  17.8274  -0.0083  -0.0435  0.1974
O  3.6973  -3.2163  18.856  -0.013  -0.0262  0.1623
O  10.052  8.6103  22.7418  -0.0142  -0.0543  0.1198
O  19.1755  17.3179  27.1697  -0.0084  0.05  -0.0569
O  -12.9769  -8.5655  34.4966  0.0391  -0.016  -0.0914
O  17.5325  10.0612  16.1888  0.0196  -0.0992  0.0807
O  21.3646  -10.8937  21.4625  -0.0259  -0.0306  0.0715
O  -8.2227  -7.6065  31.5944  0.0241  -0.005  -0.1556
O  -4.9887  -8.446  22.9033  0.011  0.0491  0.1114
O  -4.9704  -0.0847  22.4197  0.0247  -0.0092  0.0623
O  1.0374  -12.4841  18.2097  0.0055  -0.0207  0.0914
O  8.0084  -1.9744  26.4829  -0.0027  0.0051  0.0125
N  16.869  -5.6004  15.7894  -0.1202  0.0346  0.1206
O  27.9164  -2.9209  20.2328  -0.0289  -0.025  0.1195
O  12.424  -3.0961  20.3129  0.01  0.0077  0.0816
O  9.8285  -17.0173  18.1564  0.0368  -0.0293  0.1462
O  24.8977  3.0008  19.6334  0.0155  -0.0627  0.1534
O  10.7373  -3.8044  18.2835  0.011  0.0255  0.0981
O  6.4989  2.7066  25.4765  0.0044  -0.0123  0.0217
O  7.9804  -7.805  18.7478  -0.0079  -0.0104  0.1024
O  18.947  -1.2121  21.5574  -0.0408  0.0076  0.0948
O  2.2899  2.9223  24.8209  -0.0198  0.0033  0.0396
O  14.8036  17.0344  32.0454  0.0014  -0.0006  -0.0729
O  27.5898  6.241  35.9462  -0.02  -0.0419  -0.0338
O  18.8975  4.1073  21.1953  -0.0299  0.0632  0.1174
O  -2.6707  -4.1037  19.0947  -0.0218  -0.0014  0.1642
O  -1.7414  -10.2908  14.894  0.0176  -0.0613  0.0555
O  7.5027  3.0487  16.1405  0.083  -0.1426  0.1408
O  12.6399  -6.7657  27.1047  -0.002  -0.0106  -0.0616
O  16.8581  -9.7353  32.0428  -0.015  0.0665  -0.1261
O  -8.3221  -5.384  19.7654  -0.0066  0.02  0.0984
O  -23.1686  23.6723  28.428  0.0353  -0.019  -0.075
O  -6.5762  1.1429  16.2157  -0.0014  -0.0722  0.0734
O  -6.2903  1.8035  27.1443  0.027  -0.0015  -0.0758
O  1.3716  9.443  35.1863  -0.0225  -0.0138  -0.0555
O  17.9306  -9.2109  20.7341  -0.0492  -0.0255  0.0968
O  0.4678  -7.1445  32.9013  -0.0121  -0.0181  -0.0408
O  7.7939  9.9955  24.1322  0.0263  0.015  0.0899
O  -0.0618  -3.0968  30.7946  -0.0073  -0.015  -0.074
O  22.5393  1.9081  30.4423  0.0274  0.0474  -0.1043
O  24.8894  3.2773  22.3168  -0.0005  0.0731  0.1725
O  8.3508  -13.8151  31.6374  0.0431  -0.0202  -0.0986
O  13.6324  -10.5414  18.069  0.0099  -0.0155  0.1288
O  13.2242  -2.5747  31.7615  -0.0411  0.032  -0.1158
O  9.1349  0.3626  26.2211  -0.0137  -0.0199  -0.0179
O  21.9144  -15.475  23.1295  0.0155  -0.0166  0.0589
O  9.7707  1.3138  32.2017  0.0437  0.0069  -0.112
O  15.1876  12.2201  21.1012  0.042  -0.0068  0.085
O  10.0332  8.7832  20.0779  -0.0856  0.0602  0.1496
O  18.1142  15.4064  23.7125  -0.0149  -0.0207  0.0744
O  -0.4626  7.9941  27.0017  -0.0152  0.0037  -0.0178
O  8.027  15.0495  28.4866  0.0064  -0.0002  -0.0603
O  0.2914  15.467  25.0324  -0.0105  -0.0222  0.0174
O  -3.9702  -6.9551  35.3784  0.0098  0.0078  -0.0292
O  26.4075  4.1281  24.3486  -0.0037  0.0117  0.0584
O  7.0311  -9.0547  27.8828  -0.0138  -0.0189  -0.0657
O  19.8173  -15.4718  29.7181  -0.0309  -0.0608  -0.1739
O  -3.038  10.9788  33.5096  -0.0323  0.0078  -0.0615
O  -1.7173  7.2187  24.8065  -0.0033  0.0009  0.0533
O  17.2997  -4.451  32.4654  0.022  0.0043  -0.0843
O  11.3745  -0.6274  31.4878  0.0254  -0.0519  -0.0698
O  2.6467  14.024  34.3271  -0.0126  -0.0244  -0.2377
O  12.4777  -1.639  29.42  0.032  0.0446  -0.163
O  12.4675  6.6167  27.9831  -0.0044  0.0257  -0.0545
O  6.7744  20.3822  35.6644  0.0052  0.0077  -0.045
O  12.1723  -6.359  29.7006  -0.0177  0.038  -0.1257

Results
free energy: -65709.332 eV
free energy less fixed offsets of N -289.75, O -463.61, Si -117.95 eV per atom: -45.532 eV
pressure: -0.54 GPa
stress xx, yy, zz, yz, xz, xy (GPa, positive in tension): 0.75, 0.92, -0.04, 0.88, 0.09, -0.06
